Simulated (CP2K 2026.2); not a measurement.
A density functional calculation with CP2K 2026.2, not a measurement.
Periodic cell of 1019 atoms, Si736O283, from a study of silicon, its oxide and their interface. The atomic structure is a simulated model.
Doubt: the forces sum to 4.42 eV/angstrom along one axis rather than to zero, so they err by at least 0.0043 eV/angstrom per atom on average; the grid cutoff is modest.

Settings: functional PBE; method Gaussian and plane waves; basis set DZVP-MOLOPT-SR-GTH; pseudopotentials GTH-PBE; grid cutoff 350 Ry, relative cutoff 50 Ry; k points Gamma only; occupations fixed; spin none; net charge 0.

Cell vectors (angstrom)
a	30.7742	0	0
b	0	15.3871	0
c	-1.8957	-5.3384	38.0971

Atoms: element, x, y, z (angstrom)
Si	25.5122	9.5391	30.039
Si	25.7219	-1.6762	29.3145
Si	25.1525	2.5288	30.1032
Si	25.2168	6.4338	30.0329
Si	28.6041	10.1438	29.9118
Si	28.8523	-2.1756	29.6894
Si	28.325	2.7566	29.9473
Si	28.0778	5.7296	29.6154
Si	2.5651	9.9804	29.3107
Si	2.4032	-0.978	29.1404
Si	2.237	2.135	29.9332
Si	2.8104	7.0094	29.5553
Si	5.687	10.5037	29.7443
Si	5.3762	-1.8079	29.0496
Si	5.1768	3.3447	29.5648
Si	5.6452	6.4134	30.128
Si	-1.2415	9.9643	32.0789
Si	-1.1623	-1.5639	31.8875
Si	-1.2079	2.3498	31.9433
Si	-1.1848	6.261	32.2019
Si	1.1626	10.1131	32.1147
Si	1.2788	-1.5368	32.0215
Si	1.2521	2.3339	32.0321
Si	1.2347	6.2612	32.1335
Si	6.5127	10.1737	31.9539
Si	6.2524	-1.3212	31.9443
Si	6.6183	2.471	32.0818
Si	6.6511	6.36	32.1928
Si	8.9311	10.0575	31.995
Si	9.3555	-1.4134	32.0862
Si	9.0284	2.4016	32.2065
Si	9.0442	6.2358	32.2268
Si	29.0219	-3.4263	33.2593
Si	28.9927	0.3867	33.1601
Si	28.9971	4.2464	33.2895
Si	29.0056	8.142	33.4522
Si	1.8333	-3.3917	33.3609
Si	1.8316	0.4144	33.2789
Si	1.864	4.2823	33.2664
Si	1.87	8.1886	33.3273
Si	5.8961	-3.3123	33.2266
Si	5.8957	0.5645	33.2928
Si	5.9602	4.3862	33.3084
Si	5.9597	8.2881	33.317
Si	9.616	-3.4273	33.2612
Si	9.605	0.4863	33.4297
Si	9.5911	4.3143	33.4408
Si	9.5724	8.2216	33.3572
Si	27.013	-3.4105	34.5311
Si	27.0101	0.4424	34.5271
Si	26.9803	4.2675	34.5575
Si	26.9668	8.1324	34.6243
Si	0.0132	-3.3891	34.8188
Si	-0.0016	0.4155	34.7348
Si	0.0516	4.2854	34.7756
Si	0.0848	8.1688	34.8641
Si	3.9001	-3.3785	34.5324
Si	3.868	0.4893	34.5271
Si	3.9049	4.3236	34.5114
Si	3.9151	8.1955	34.5351
Si	7.7466	-3.329	34.7126
Si	7.7133	0.4701	34.805
Si	7.7312	4.327	34.8557
Si	7.7522	8.2363	34.8349
Si	26.9868	10.0764	35.9715
Si	26.9894	-1.483	35.9269
Si	26.9978	2.3508	35.9497
Si	26.9827	6.1886	35.9691
Si	0.0574	10.093	36.1625
Si	0.0228	-1.462	36.1188
Si	0.0378	2.3477	36.0805
Si	0.0616	6.2054	36.1216
Si	3.9131	10.1019	35.9463
Si	3.9009	-1.4457	35.9175
Si	3.8879	2.4056	35.926
Si	3.9056	6.2493	35.9144
Si	7.7555	10.1648	36.1143
Si	7.7404	-1.4568	36.1079
Si	7.7392	2.3887	36.1392
Si	7.743	6.2802	36.1294
Si	28.8634	10.0681	37.418
Si	28.8482	-1.4726	37.4019
Si	28.8721	2.3679	37.393
Si	28.8705	6.2084	37.4004
Si	2.036	10.0958	37.401
Si	2.0121	-1.4526	37.3646
Si	2.0023	2.3807	37.3644
Si	2.0313	6.228	37.3799
Si	5.7936	10.1092	37.389
Si	5.7755	-1.4557	37.3804
Si	5.7662	2.3899	37.39
Si	5.7759	6.2511	37.3863
Si	9.7286	10.1129	37.3755
Si	9.729	-1.4532	37.3546
Si	9.7333	2.3865	37.3727
Si	9.7281	6.2503	37.3736
Si	0.0245	1.9059	11.5909
Si	0.0002	5.761	11.5391
Si	-0.0196	9.6203	11.5317
Si	-0.0181	13.483	11.5804
Si	3.868	1.9467	11.5337
Si	3.8682	5.7998	11.5024
Si	3.8708	9.6437	11.5056
Si	3.8791	13.5095	11.5363
Si	7.7146	1.9808	11.509
Si	7.7298	5.8355	11.489
Si	7.7145	9.6474	11.4633
Si	7.7268	13.5376	11.5156
Si	11.5944	1.9813	11.5172
Si	11.5861	5.8206	11.5079
Si	11.5832	9.6385	11.4945
Si	11.5588	13.5176	11.5292
Si	28.8745	1.8412	12.9702
Si	28.8655	5.759	12.9298
Si	28.8372	9.595	12.9214
Si	28.8428	13.4979	12.9956
Si	1.9683	1.9272	12.9357
Si	1.9405	5.7411	12.8584
Si	1.9256	9.6079	12.8363
Si	1.9384	13.4664	12.8798
Si	5.794	1.9605	12.8837
Si	5.8033	5.8498	12.8342
Si	5.8141	9.6474	12.8385
Si	5.8151	13.5738	12.8867
Si	9.655	2.0668	12.8313
Si	9.6571	5.855	12.8458
Si	9.64	9.6694	12.796
Si	9.6397	13.5345	12.8907
Si	28.8709	-0.0212	14.4864
Si	28.8713	3.7973	14.2457
Si	28.866	7.6776	14.313
Si	28.7688	11.5247	14.2738
Si	1.9558	-0.0279	14.2735
Si	1.9797	3.8681	14.2884
Si	1.9119	7.6716	14.1691
Si	1.9024	11.5177	14.1899
Si	5.7971	0.0877	14.3241
Si	5.8138	3.9285	14.1612
Si	5.7855	7.743	14.2311
Si	5.8421	11.6011	14.1349
Si	9.6598	0.1578	14.1474
Si	9.6269	3.975	14.2389
Si	9.6698	7.7871	14.1761
Si	9.6059	11.5456	14.1855
Si	0.1287	-0.0516	15.7588
Si	0.0013	3.7842	15.5854
Si	0.0642	7.6353	15.6199
Si	-0.0558	11.4651	15.5253
Si	3.8354	0.0055	15.6807
Si	3.9762	3.9413	15.585
Si	3.7962	7.7006	15.5305
Si	3.91	11.5192	15.4
Si	7.8184	0.2387	15.5562
Si	7.6646	4.0473	15.5814
Si	7.7647	7.8062	15.5227
Si	7.7072	11.6563	15.561
Si	11.3963	0.148	15.7266
Si	11.5704	3.9585	15.5666
Si	11.5317	7.804	15.6233
Si	11.4493	11.6018	15.6412
Si	0.1584	1.9435	17.0606
Si	-0.0171	5.6745	16.9567
Si	0.0696	9.5879	16.9367
Si	0.1576	-2.1161	16.9803
Si	3.8856	2.0215	16.9384
Si	3.8683	5.8623	17.0018
Si	3.8741	9.6533	16.806
Si	3.9301	-2.0723	16.8728
Si	7.7674	2.1966	17.0025
Si	7.6409	5.9736	16.9816
Si	7.6936	9.7034	16.8995
Si	8.2587	-1.7396	16.7261
Si	11.3339	2.163	17.043
Si	11.4251	5.8637	16.9227
Si	11.5615	9.6904	17.0602
Si	10.7173	-1.8435	16.8452
Si	29.1206	1.6137	18.5092
Si	28.7906	5.9805	18.2552
Si	28.9938	9.1368	18.3339
Si	29.6682	-1.3888	19.5704
Si	2.0615	2.8117	18.2235
Si	1.9171	5.2375	18.1766
Si	2.02	10.1733	18.1346
Si	2.1023	12.5918	18.1232
Si	5.8352	1.7084	18.1948
Si	5.7484	6.684	18.2166
Si	5.7563	9.1353	18.0859
Si	6.5769	-1.4144	18.3268
Si	9.5377	2.9736	18.4039
Si	9.5483	5.4078	18.2366
Si	9.5746	9.7943	18.2998
Si	10.4497	12.4482	19.5685
Si	0.4727	8.0273	26.0812
Si	-1.0025	0.1492	25.0666
Si	0.911	3.1049	27.4178
Si	2.0548	9.3353	20.3279
Si	6.4537	11.6473	22.6338
Si	24.967	4.2269	23.647
Si	1.8468	-1.6393	20.0952
Si	6.1386	6.7745	20.5317
Si	2.4746	5.7231	26.8642
Si	5.2509	2.0686	21.1324
Si	5.0233	9.4625	21.0322
Si	12.1112	11.6255	25.9916
Si	7.9633	0.8128	22.2154
Si	10.6419	2.7563	25.4038
Si	14.3228	7.7632	23.2514
Si	2.4809	1.2133	20.7662
Si	1.9655	6.0662	20.3673
Si	3.2181	11.451	24.975
Si	8.0106	-2.0162	20.9732
Si	9.8547	2.7751	20.7594
Si	9.0599	0.2919	24.9411
Si	14.9556	4.9827	22.2696
Si	9.216	7.4913	20.4814
Si	1.0744	10.9774	26.8827
Si	28.6504	7.9433	27.6242
Si	28.5023	3.8189	20.5553
Si	4.0371	-1.1531	25.1299
Si	4.4955	6.0533	24.6937
Si	27.415	8.8734	25.0199
Si	4.8235	8.7802	25.4473
Si	4.4862	4.9067	21.8846
Si	7.7523	8.6312	25.1791
Si	12.6204	-2.8715	21.4848
Si	13.6673	2.2243	26.0637
Si	8.4133	11.529	24.9354
Si	5.5393	2.4612	26.6694
Si	10.828	-2.0845	24.019
Si	2.7073	1.3933	25.8123
Si	24.2764	4.6207	27.9818
Si	1.0733	2.0481	23.4449
Si	-0.7865	9.8966	21.2247
Si	9.7563	7.2907	23.4954
Si	-0.0751	-1.7355	27.3491
Si	6.4651	8.2187	27.8228
Si	6.6403	-0.3478	26.5583
Si	9.5814	-3.4807	27.6878
Si	6.9802	4.5497	25.187
Si	3.7406	-2.4177	22.5637
Si	9.8375	9.7062	29.8581
Si	10.5559	-0.9327	29.2395
Si	10.0382	2.1347	29.1914
Si	10.0731	6.6971	29.2988
Si	12.976	10.2832	29.9565
Si	13.3659	-1.9717	29.6744
Si	13.0925	2.9546	28.9222
Si	13.1722	6.1047	29.0853
Si	17.9634	9.6855	30.1053
Si	18.2588	-1.3774	29.4585
Si	18.0847	1.7448	29.1937
Si	17.718	6.5173	29.8097
Si	21.1042	10.2842	29.9617
Si	21.3149	-1.9922	29.9693
Si	21.0804	2.6152	29.8844
Si	20.6886	5.682	29.5215
Si	14.2242	10.0314	31.9631
Si	14.1687	-1.5238	31.9085
Si	14.1962	2.3888	31.9002
Si	14.2941	6.2448	32.0773
Si	16.6981	10.0019	32.0488
Si	16.6012	-1.5898	32.0733
Si	16.6263	2.3377	31.88
Si	16.707	6.2067	31.9619
Si	22.0376	10.0108	32.0767
Si	22.0274	-1.5554	32.1226
Si	21.8621	2.3959	32.0919
Si	21.9591	6.2344	32.2839
Si	24.4402	10.0172	32.0802
Si	24.4282	-1.4022	32.1273
Si	24.2574	2.3538	32.1995
Si	24.3235	6.2054	32.1833
Si	13.6548	-3.4291	33.2438
Si	13.5981	0.4403	33.1435
Si	13.6245	4.2841	33.2247
Si	13.6637	8.1594	33.3051
Si	17.2449	-3.472	33.3394
Si	17.2551	0.4203	33.1677
Si	17.2805	4.2486	33.1665
Si	17.257	8.0934	33.3135
Si	21.3998	-3.4635	33.3451
Si	21.3122	0.4085	33.2623
Si	21.3099	4.2716	33.4044
Si	21.3591	8.1779	33.4147
Si	25.0057	-3.404	33.2786
Si	24.9208	0.4657	33.4336
Si	24.9211	4.2785	33.3842
Si	24.9481	8.1279	33.4026
Si	11.6362	-3.4252	34.5132
Si	11.6604	0.4709	34.5536
Si	11.6536	4.3109	34.569
Si	11.6276	8.1815	34.541
Si	15.4227	-3.4343	34.7995
Si	15.4237	0.4392	34.6645
Si	15.466	4.2641	34.6972
Si	15.4566	8.1246	34.8135
Si	19.3168	-3.437	34.5256
Si	19.2659	0.4163	34.4767
Si	19.2468	4.2698	34.5318
Si	19.2841	8.1436	34.5597
Si	23.2024	-3.4212	34.8219
Si	23.0733	0.4379	34.8476
Si	23.1254	4.2865	34.8877
Si	23.1559	8.1556	34.9077
Si	11.6309	10.0812	35.9531
Si	11.6237	-1.4814	35.9064
Si	11.6473	2.3857	35.9531
Si	11.6228	6.2484	35.9336
Si	15.4469	10.0462	36.1367
Si	15.4404	-1.4658	36.054
Si	15.4469	2.3465	36.0392
Si	15.4468	6.1731	36.0806
Si	19.2893	10.0579	35.957
Si	19.2868	-1.495	35.9013
Si	19.2718	2.3351	35.9074
Si	19.2759	6.2004	35.931
Si	23.1672	10.0815	36.192
Si	23.1316	-1.4958	36.1388
Si	23.1137	2.3522	36.1736
Si	23.1261	6.2129	36.1871
Si	13.4937	10.0619	37.4093
Si	13.4965	-1.4728	37.3638
Si	13.5194	2.3752	37.3797
Si	13.4975	6.2147	37.3801
Si	17.4113	10.0643	37.4004
Si	17.401	-1.4797	37.3486
Si	17.3943	2.344	37.3521
Si	17.3987	6.2012	37.3764
Si	21.1696	10.0621	37.4087
Si	21.1535	-1.4953	37.3842
Si	21.1338	2.3555	37.4006
Si	21.141	6.202	37.4118
Si	25.1273	10.0696	37.4421
Si	25.1087	-1.4762	37.3903
Si	25.1048	2.3444	37.3994
Si	25.1066	6.1976	37.4252
Si	15.4259	1.9194	11.6056
Si	15.4246	5.7919	11.5551
Si	15.3952	9.6497	11.5691
Si	15.3946	13.5156	11.6072
Si	19.2801	1.9103	11.5842
Si	19.2811	5.7763	11.5621
Si	19.2588	9.6233	11.5707
Si	19.2716	13.4946	11.6049
Si	23.1171	1.9131	11.5859
Si	23.1343	5.7783	11.5754
Si	23.0914	9.6141	11.532
Si	23.1239	13.504	11.6094
Si	26.9891	1.9162	11.5487
Si	26.9592	5.7692	11.5522
Si	26.9612	9.5915	11.5098
Si	26.9622	13.4912	11.5726
Si	13.4762	1.9101	12.9462
Si	13.4898	5.8237	12.8955
Si	13.4561	9.6204	12.9221
Si	13.4354	13.5301	12.9458
Si	17.3704	1.8862	12.9641
Si	17.3548	5.7489	12.9136
Si	17.3242	9.6317	12.9212
Si	17.3349	13.4831	12.9621
Si	21.1953	1.8988	12.9672
Si	21.2076	5.8038	12.9251
Si	21.1921	9.6215	12.9221
Si	21.2003	13.5526	12.9799
Si	25.0751	1.954	12.8988
Si	25.0623	5.7568	12.9481
Si	25.0356	9.582	12.8376
Si	25.0679	13.4895	12.9667
Si	13.4179	0.0209	14.4066
Si	13.4865	3.8847	14.2133
Si	13.5071	7.7039	14.3284
Si	13.3581	11.5717	14.2361
Si	17.3832	-0.02	14.3905
Si	17.4005	3.8249	14.2857
Si	17.3295	7.6806	14.2464
Si	17.2876	11.5488	14.2994
Si	21.1946	0.0489	14.4612
Si	21.258	3.8635	14.2447
Si	21.1833	7.7104	14.3201
Si	21.1974	11.5777	14.2284
Si	25.1222	0.0823	14.2912
Si	25.091	3.8272	14.326
Si	25.025	7.711	14.2555
Si	25.0667	11.4661	14.2014
Si	15.4194	-0.0933	15.6997
Si	15.4113	3.7813	15.5475
Si	15.4731	7.6	15.685
Si	15.2581	11.4399	15.5621
Si	19.2536	0.0293	15.9026
Si	19.3806	3.8749	15.6085
Si	19.2092	7.7431	15.6324
Si	19.2873	11.611	15.5725
Si	23.2489	0.1622	15.6815
Si	23.1454	3.8801	15.658
Si	23.1352	7.713	15.6595
Si	23.1512	11.5717	15.5194
Si	26.8995	0.0139	15.8831
Si	27.0299	3.7514	15.7024
Si	26.9122	7.6953	15.653
Si	26.8818	11.4666	15.7149
Si	15.2263	1.8856	16.94
Si	15.6115	5.6028	17.008
Si	15.3755	9.5496	16.994
Si	15.3466	-2.1099	16.9776
Si	19.4314	2.0907	17.1377
Si	19.3181	5.7972	16.9544
Si	19.189	9.7221	16.9232
Si	19.2187	-2.0329	17.1754
Si	23.3301	2.08	17.1658
Si	23.1871	5.7716	17.0506
Si	23.0941	9.7065	16.9292
Si	23.7572	-1.8809	16.6994
Si	27.025	1.9581	17.3269
Si	26.8992	5.7308	16.9447
Si	26.9516	9.5413	17.143
Si	26.1669	-2.0166	16.9439
Si	13.2773	1.7729	18.2321
Si	13.0093	6.0772	18.6088
Si	13.4922	9.2074	18.3967
Si	13.9053	-1.0114	19.2944
Si	17.6964	2.89	18.5192
Si	17.5192	5.2837	18.3403
Si	17.2856	10.2093	18.2177
Si	17.2353	12.6239	18.2428
Si	21.4118	1.7543	18.4321
Si	21.2139	6.2364	18.2309
Si	21.1288	9.4637	18.1868
Si	21.703	-1.4053	18.9028
Si	25.1256	2.7787	18.6285
Si	25.0854	5.2103	18.3599
Si	24.917	9.6107	18.3812
Si	25.7212	12.2498	19.7335
Si	16.1217	8.5667	25.4651
Si	15.4356	-0.1807	25.3589
Si	15.8971	4.0119	25.0423
Si	17.3222	9.4306	20.4196
Si	21.6506	11.7112	23.0533
Si	9.3835	4.2981	23.2277
Si	16.8041	-1.2556	19.9578
Si	21.4418	6.6966	21.0844
Si	17.2791	6.1204	26.8115
Si	20.8048	2.2727	21.3838
Si	20.3447	9.6444	21.0736
Si	26.3925	11.7105	25.4321
Si	24.795	0.3464	22.947
Si	26.1626	3.0495	26.1297
Si	-0.7994	7.7376	23.4841
Si	18.2297	1.1053	20.8255
Si	17.2667	6.1852	20.517
Si	18.1861	10.7049	25.1175
Si	23.3656	-1.9058	21.3645
Si	25.5179	2.7087	21.0579
Si	24.9634	0.6175	27.6733
Si	-0.1374	4.8246	22.4807
Si	24.5427	7.261	20.5842
Si	17.4971	-3.7731	27.7535
Si	13.6947	8.4938	27.4611
Si	12.8465	3.7346	20.5485
Si	20.2229	0.1147	25.6392
Si	19.6475	5.6114	25.1118
Si	12.0175	8.8049	25.095
Si	20.1665	8.511	25.0649
Si	19.5961	4.9686	22.3473
Si	23.0533	8.2629	25.1855
Si	28.0565	12.2235	21.5035
Si	28.8422	2.2903	27.1064
Si	23.6047	11.1613	25.3011
Si	22.2959	1.5752	24.052
Si	27.3039	-1.35	23.9665
Si	17.6592	1.7081	26.1832
Si	9.135	4.3714	27.3977
Si	16.979	-0.5488	22.7096
Si	14.474	10.1582	21.2235
Si	25.257	7.1515	23.5313
Si	14.7469	-2.6672	27.1012
Si	21.4289	8.0669	27.6765
Si	22.0921	0.2961	28.0707
Si	24.7549	11.301	27.8841
Si	22.4407	4.2174	25.5212
Si	19.2233	-2.0827	24.0517
Si	-0.0028	13.4737	0.6635
Si	-0.0085	1.9459	0.67
Si	-0.0092	5.7884	0.6618
Si	0	9.6267	0.6617
Si	3.9082	13.4943	0.6446
Si	3.9075	1.9717	0.6515
Si	3.9034	5.8019	0.6391
Si	3.9026	9.6401	0.6393
Si	7.6934	13.5141	0.6459
Si	7.6863	1.9718	0.659
Si	7.688	5.8049	0.6492
Si	7.6884	9.6579	0.6457
Si	11.6082	13.5146	0.6344
Si	11.6159	1.9763	0.6444
Si	11.6137	5.8023	0.6353
Si	11.6095	9.6554	0.633
Si	15.403	13.4719	0.656
Si	15.4041	1.9519	0.647
Si	15.4034	5.7865	0.6378
Si	15.4037	9.6342	0.6481
Si	19.2917	13.4664	0.6478
Si	19.289	1.9486	0.6436
Si	19.289	5.7722	0.6343
Si	19.2883	9.6093	0.632
Si	23.0685	13.4712	0.6652
Si	23.0617	1.9344	0.6673
Si	23.0622	5.7664	0.6545
Si	23.0552	9.6156	0.6681
Si	26.9953	13.4677	0.6782
Si	26.9899	1.9517	0.6772
Si	26.9867	5.7726	0.669
Si	26.9836	9.6065	0.6692
Si	1.9559	13.4861	1.984
Si	1.9532	1.9512	1.9859
Si	1.9519	5.7938	1.9824
Si	1.9554	9.6398	1.9857
Si	5.7991	13.5036	2.0355
Si	5.7945	1.966	2.0458
Si	5.7932	5.8043	2.0361
Si	5.7941	9.6479	2.0337
Si	9.6544	13.5054	1.9711
Si	9.6553	1.9678	1.9735
Si	9.6548	5.8074	1.969
Si	9.6533	9.6549	1.9685
Si	13.5001	13.4935	2.0308
Si	13.5087	1.9601	2.0338
Si	13.5077	5.8007	2.0276
Si	13.5021	9.6436	2.0282
Si	17.3498	13.4776	1.9938
Si	17.3476	1.9444	1.9893
Si	17.3473	5.7816	1.9847
Si	17.3501	9.6313	1.9872
Si	21.1764	13.4707	2.0514
Si	21.1706	1.9374	2.0516
Si	21.1722	5.7749	2.0448
Si	21.1648	9.6172	2.0513
Si	25.0276	13.4678	1.9941
Si	25.0232	1.9364	1.9936
Si	25.0207	5.7743	1.9888
Si	25.0206	9.6147	1.9922
Si	28.8844	13.4713	2.062
Si	28.8782	1.9429	2.0641
Si	28.8769	5.7845	2.0578
Si	28.8785	9.6207	2.0527
Si	1.951	0.0241	3.3502
Si	1.95	3.8717	3.3531
Si	1.9499	7.7167	3.3535
Si	1.9515	11.5637	3.3531
Si	5.7953	0.0369	3.3915
Si	5.7945	3.8862	3.3948
Si	5.7952	7.7275	3.3905
Si	5.7961	11.5753	3.3833
Si	9.6547	0.0412	3.3416
Si	9.6551	3.8874	3.3441
Si	9.6555	7.7314	3.3403
Si	9.6542	11.5793	3.3391
Si	13.506	0.0318	3.3846
Si	13.5083	3.8808	3.3871
Si	13.5049	7.723	3.3868
Si	13.5018	11.5688	3.3832
Si	17.3485	0.0186	3.3575
Si	17.3477	3.8636	3.3615
Si	17.3484	7.7081	3.3571
Si	17.3501	11.5545	3.3615
Si	21.1761	0.01	3.4029
Si	21.1764	3.8576	3.4064
Si	21.1756	7.6965	3.4078
Si	21.1765	11.5453	3.4028
Si	25.025	0.008	3.3593
Si	25.0222	3.8553	3.3647
Si	25.0205	7.6954	3.3652
Si	25.0251	11.5423	3.3607
Si	28.8753	0.0126	3.4064
Si	28.8771	3.8636	3.4111
Si	28.8731	7.7049	3.4119
Si	28.8761	11.5453	3.4049
Si	0.039	0.0165	4.7366
Si	0.0403	3.8628	4.739
Si	0.0385	7.7113	4.7416
Si	0.0377	11.5552	4.7371
Si	3.8606	0.0294	4.7331
Si	3.8594	3.875	4.7343
Si	3.8599	7.7237	4.7356
Si	3.8641	11.5713	4.7308
Si	7.738	0.0393	4.721
Si	7.737	3.8856	4.7203
Si	7.7377	7.7316	4.72
Si	7.7356	11.5799	4.7163
Si	11.57	0.0368	4.7235
Si	11.5727	3.8829	4.7225
Si	11.57	7.7292	4.7264
Si	11.5689	11.5767	4.7226
Si	15.4352	0.0246	4.7358
Si	15.4355	3.8706	4.7387
Si	15.4365	7.7201	4.7379
Si	15.4321	11.5655	4.7344
Si	19.2512	0.0137	4.7538
Si	19.2511	3.8583	4.7554
Si	19.2493	7.7056	4.7591
Si	19.2534	11.5533	4.7558
Si	23.1128	0.0077	4.7438
Si	23.1103	3.8534	4.7471
Si	23.1103	7.6988	4.7523
Si	23.1118	11.5446	4.7437
Si	26.937	0.0079	4.7423
Si	26.9376	3.8547	4.7428
Si	26.9341	7.7004	4.7488
Si	26.9391	11.5467	4.7423
Si	0.0303	13.4793	6.096
Si	0.0312	1.938	6.0973
Si	0.0342	5.7838	6.0959
Si	0.0288	9.6365	6.1016
Si	3.8622	13.4936	6.0934
Si	3.8616	1.9512	6.0945
Si	3.8559	5.797	6.0922
Si	3.8591	9.6508	6.0945
Si	7.7315	13.5024	6.0812
Si	7.7319	1.9628	6.0809
Si	7.7318	5.8067	6.0789
Si	7.7306	9.6586	6.0782
Si	11.5751	13.5006	6.0859
Si	11.5775	1.9607	6.0851
Si	11.5802	5.8028	6.0857
Si	11.5775	9.6567	6.0868
Si	15.4315	13.4889	6.0999
Si	15.4336	1.9461	6.1008
Si	15.4386	5.7943	6.098
Si	15.4348	9.6464	6.1019
Si	19.2552	13.4778	6.1178
Si	19.2589	1.9351	6.1196
Si	19.2528	5.7791	6.1199
Si	19.2582	9.6337	6.1234
Si	23.1089	13.4696	6.1066
Si	23.1101	1.9294	6.1099
Si	23.1074	5.7723	6.1129
Si	23.1084	9.6268	6.1144
Si	26.9425	13.4716	6.1033
Si	26.9418	1.9307	6.1036
Si	26.9398	5.7725	6.1068
Si	26.9383	9.6273	6.1083
Si	1.9437	13.4832	7.4653
Si	1.9436	1.9415	7.4667
Si	1.9417	5.7856	7.4703
Si	1.9414	9.6481	7.4712
Si	5.7985	13.5056	7.4352
Si	5.7995	1.9577	7.4343
Si	5.7944	5.8018	7.4251
Si	5.7976	9.6597	7.4326
Si	9.6528	13.5039	7.4457
Si	9.6542	1.9693	7.4418
Si	9.6549	5.8017	7.4383
Si	9.6522	9.6668	7.4409
Si	13.5013	13.5013	7.4508
Si	13.5035	1.952	7.4503
Si	13.5118	5.7992	7.4455
Si	13.5054	9.6561	7.4524
Si	17.3385	13.4813	7.4871
Si	17.3413	1.94	7.4865
Si	17.3393	5.7826	7.4924
Si	17.3408	9.6479	7.4926
Si	21.1856	13.4744	7.4723
Si	21.1888	1.9276	7.4774
Si	21.1817	5.7714	7.4737
Si	21.1872	9.6322	7.4836
Si	25.0271	13.468	7.4751
Si	25.0283	1.9316	7.4773
Si	25.0253	5.7636	7.4797
Si	25.0253	9.6336	7.4846
Si	28.8753	13.4764	7.4526
Si	28.8747	1.9275	7.4514
Si	28.8788	5.7686	7.4458
Si	28.8713	9.6287	7.4565
Si	1.9375	0.0168	8.8252
Si	1.9347	3.8585	8.8336
Si	1.9322	7.7164	8.817
Si	1.9343	11.5708	8.8404
Si	5.7964	0.0398	8.8015
Si	5.7931	3.883	8.7893
Si	5.7882	7.7269	8.7768
Si	5.795	11.5852	8.7951
Si	9.6529	0.0475	8.7947
Si	9.6561	3.8865	8.81
Si	9.6558	7.7331	8.777
Si	9.652	11.5861	8.8124
Si	13.4999	0.0343	8.822
Si	13.5214	3.876	8.8095
Si	13.5137	7.7242	8.8036
Si	13.5074	11.5834	8.8178
Si	17.339	0.0164	8.8494
Si	17.3431	3.8556	8.8604
Si	17.3412	7.7159	8.8415
Si	17.3406	11.5705	8.8697
Si	21.1916	0.0042	8.8449
Si	21.19	3.8489	8.8436
Si	21.1834	7.6959	8.833
Si	21.1866	11.5616	8.8497
Si	25.0319	0.0056	8.8313
Si	25.0298	3.8433	8.8553
Si	25.0268	7.6952	8.8228
Si	25.0257	11.5578	8.8564
Si	28.8789	0.009	8.8206
Si	28.8797	3.8471	8.8129
Si	28.875	7.6902	8.8003
Si	28.8661	11.5561	8.817
Si	0.0178	0.0068	10.1983
Si	0.0063	3.8277	10.2011
Si	0.005	7.6921	10.1785
Si	-0.004	11.5626	10.1982
Si	3.8697	0.0323	10.1649
Si	3.8765	3.8671	10.1635
Si	3.8686	7.7226	10.1465
Si	3.8794	11.5823	10.1714
Si	7.7301	0.0594	10.1479
Si	7.7134	3.8981	10.1485
Si	7.7231	7.7338	10.1108
Si	7.7148	11.6018	10.1576
Si	11.5655	0.0496	10.1668
Si	11.5985	3.894	10.1547
Si	11.578	7.7273	10.1344
Si	11.5834	11.5868	10.1703
Si	15.4123	0.0245	10.2082
Si	15.4163	3.8486	10.2217
Si	15.4181	7.7242	10.1989
Si	15.4047	11.5873	10.2252
Si	19.2664	0.0041	10.2071
Si	19.2749	3.8421	10.2175
Si	19.2644	7.7035	10.2014
Si	19.2734	11.5655	10.2307
Si	23.1209	0.0078	10.2057
Si	23.1035	3.8447	10.2226
Si	23.11	7.6873	10.1868
Si	23.102	11.5739	10.2267
Si	26.9584	0.004	10.1831
Si	26.9756	3.8445	10.1934
Si	26.9591	7.6747	10.1625
Si	26.962	11.557	10.2057
O	26.9776	10.243	30.0171
O	10.3361	-1.307	30.7973
O	27.255	-1.985	29.6475
O	9.7601	2.3768	30.7514
O	26.7487	2.7402	30.3379
O	26.5543	5.5122	30.1027
O	28.9588	6.5277	30.7042
O	1.6435	10.3571	30.5697
O	4.108	10.1721	29.6992
O	3.8313	-1.5528	28.6292
O	1.9841	-1.6852	30.5394
O	3.693	2.8125	29.8466
O	1.7438	6.372	30.5778
O	4.2504	7.2572	30.2619
O	5.4838	-1.1178	30.5188
O	7.8277	-1.4035	31.5068
O	3.9504	-2.6723	25.6729
O	29.745	-2.1784	18.1479
O	5.297	-2.2507	17.7845
O	11.1684	-2.047	18.4225
O	11.5651	11.7649	20.5056
O	25.7661	7.95	29.9527
O	24.6768	9.9046	28.6872
O	7.9326	4.2925	23.9255
O	25.6821	-0.8018	27.9427
O	24.9708	1.2643	29.1384
O	8.9927	3.0644	28.362
O	24.3976	6.1033	28.6436
O	29.1518	-3.7679	29.4966
O	27.5766	8.5872	26.6028
O	1.482	1.3864	22.0227
O	28.7134	4.2585	29.4445
O	28.5072	1.8136	28.6287
O	28.0423	6.6017	28.274
O	2.1778	10.9438	28.0741
O	-0.0913	-3.3455	27.1641
O	-1.244	-1.3928	28.4295
O	8.2857	7.5044	24.1502
O	1.2095	2.9752	28.9945
O	5.0681	8.2691	26.9752
O	5.826	-3.3507	29.2266
O	6.5274	9.5645	28.7194
O	24.8219	-2.9849	29.0517
O	5.2126	4.8831	29.9671
O	6.4691	6.9434	28.8214
O	25.5057	4.2367	27.0089
O	29.2687	2.6544	19.7499
O	28.5224	5.1391	19.6241
O	1.4399	1.7362	26.7404
O	29.2542	9.8236	19.7832
O	28.9369	7.5439	18.704
O	13.3034	-1.6815	20.6288
O	0.402	8.2013	24.4686
O	2.2598	2.5154	19.8319
O	5.535	-0.6542	25.4181
O	1.7008	11.4142	25.4684
O	5.657	2.4955	19.6182
O	6.0733	0.1209	18.5417
O	5.6866	9.829	19.5908
O	6.9408	-1.9749	19.782
O	6.2554	9.0673	24.7811
O	9.7197	6.1513	19.712
O	9.5101	11.3091	18.9233
O	11.7567	-2.2444	22.7032
O	9.1789	3.9695	21.6539
O	12.5677	5.223	19.9289
O	29.2123	11.1506	21.9191
O	2.1379	-0.0611	19.8383
O	3.4069	5.5022	20.849
O	13.8778	3.8791	21.7834
O	-0.8487	7.413	26.7774
O	0.8134	10.1313	21.0372
O	27.0299	3.3085	20.9573
O	3.9305	10.0962	25.434
O	6.5791	1.5381	21.8443
O	5.8296	10.2123	22.2147
O	14.1051	6.2734	22.717
O	3.2293	11.6592	23.3769
O	8.6828	9.9359	24.9757
O	6.9773	11.7756	24.181
O	22.9796	4.3978	27.0435
O	3.7418	5.3979	25.9433
O	25.8558	3.2195	24.5565
O	7.627	7.371	20.6894
O	9.5989	-3.1481	24.0849
O	14.245	0.8861	25.4022
O	7.7564	11.9753	21.7377
O	7.8189	-0.7678	21.959
O	2.9288	-0.2017	25.8065
O	4.0198	5.3427	23.3496
O	9.7344	1.4752	25.8095
O	1.7113	7.0493	26.3722
O	2.2914	8.4211	28.9706
O	6.533	1.22	26.8947
O	9.5614	8.7531	19.5436
O	-0.643	3.2282	27.1177
O	10.9666	11.3428	27.082
O	8.1095	-0.5987	25.9114
O	-0.2465	-1.0246	25.8998
O	27.2547	10.4793	24.8144
O	-0.8556	8.5073	22.06
O	3.4405	9.8199	21.0393
O	1.5511	4.4219	26.7834
O	4.1075	7.6175	24.5983
O	2.4163	2.0146	24.3522
O	25.7691	5.6249	23.5713
O	5.9495	5.4465	21.4391
O	5.9808	3.2956	25.3661
O	12.1539	2.3316	25.594
O	6.0863	5.8747	24.9333
O	13.5254	-3.6494	26.7312
O	2.4358	0.6165	29.3987
O	3.6888	-1.133	23.5466
O	4.5974	3.3164	21.8981
O	2.7876	-2.1746	21.3007
O	0.8271	5.3953	21.3107
O	13.1883	8.0892	24.3042
O	1.3361	-1.3012	27.9882
O	5.14	7.8646	21.2197
O	11.451	9.7413	30.0769
O	25.0661	-1.0458	30.6501
O	12.1741	-1.0203	29.0738
O	11.5162	2.6614	28.8507
O	11.6616	6.6489	29.0935
O	9.7121	6.082	30.7431
O	13.8038	2.1932	27.6835
O	13.7811	6.3792	30.5403
O	19.501	10.1929	30.2221
O	19.7694	-1.509	29.9825
O	17.2189	-1.8569	30.5816
O	17.0317	2.3441	30.2721
O	19.5438	2.1383	29.7413
O	19.1135	5.6833	29.8698
O	21.4755	6.3799	30.7322
O	16.3531	2.0792	18.1175
O	14.4337	5.4719	18.1445
O	14.0495	-2.0516	18.0374
O	20.4327	-2.2186	18.3059
O	23.0567	-1.9063	18.1823
O	26.4323	-2.2574	18.5615
O	26.8268	11.5462	20.6909
O	9.5212	8.2247	29.2279
O	9.2319	10.8491	28.8657
O	19.6912	-1.4025	25.4448
O	24.3425	3.7009	29.316
O	9.4257	5.7315	28.1952
O	12.8107	-3.503	29.731
O	13.6813	9.5351	28.7003
O	19.0656	1.2444	25.5352
O	17.179	0.9226	22.0448
O	13.3057	4.5441	28.7398
O	22.0024	2.6874	25.2075
O	13.9716	6.993	27.9999
O	17.2719	10.5602	28.9429
O	16.0617	-3.5705	27.0803
O	14.5518	-1.9721	28.5574
O	15.8424	-0.4863	23.8285
O	25.2884	7.6101	21.9745
O	17.8243	2.2945	27.6926
O	20.2412	8.5525	26.684
O	21.4402	-3.5605	29.5044
O	21.5819	9.2001	28.8335
O	9.7933	-1.999	28.2973
O	22.1625	-1.0597	28.9459
O	21.1785	4.1503	29.3382
O	21.9961	1.6313	28.9785
O	22.7457	7.8537	26.7333
O	10.3182	4.0311	26.3463
O	13.5692	2.8287	19.4314
O	13.0407	0.2828	18.884
O	15.8584	4.4205	23.4828
O	13.8188	10.0655	19.7426
O	13.23	7.6657	18.9259
O	28.5489	-1.9827	20.5317
O	17.1785	7.6566	26.2886
O	17.9478	2.509	20.0858
O	20.8001	0.2234	27.1326
O	18.5168	10.9982	26.6706
O	21.5116	2.4322	19.9263
O	21.3765	0.1414	18.6491
O	21.087	5.7522	19.7915
O	21.0278	6.6165	28.258
O	16.0978	10.2555	21.1304
O	21.2448	7.8565	18.4407
O	22.0487	-1.6055	20.463
O	21.6514	8.5741	24.4576
O	25.1158	5.9194	19.8603
O	24.8376	11.0636	19.1056
O	27.4543	-2.4432	22.7984
O	24.7341	3.667	22.1375
O	25.4701	1.2371	21.7594
O	19.7686	1.0318	21.3145
O	18.0002	-0.1457	19.808
O	18.4895	5.7755	21.4984
O	29.2997	4.1484	21.8973
O	14.8716	8.8825	26.4337
O	12.2639	8.5321	26.678
O	19.3324	9.7559	24.509
O	21.8837	2.064	22.561
O	21.0507	10.4325	22.2809
O	-0.6233	6.1272	23.3283
O	18.1905	-3.2975	24.3042
O	23.9493	9.5932	25.199
O	20.4862	-2.5697	23.1799
O	18.7368	5.484	26.4452
O	16.7685	9.9668	25.0022
O	10.342	3.1623	23.8692
O	23.0037	7.047	21.0055
O	24.9315	11.8896	24.7066
O	29.018	0.9892	26.2046
O	24.7321	-2.187	20.5666
O	23.6982	-0.6484	22.3062
O	18.076	-2.3436	28.1965
O	19.1111	4.7164	23.8755
O	25.6977	1.5675	26.6043
O	9.9777	0.5402	28.8818
O	18.0143	8.1147	29.6943
O	23.4384	0.394	27.1825
O	24.7307	8.4651	19.5263
O	14.4401	3.4968	25.4722
O	26.1126	11.3854	26.9965
O	23.8812	1.2185	23.9828
O	7.7992	4.6793	26.562
O	14.8962	-1.543	25.9809
O	14.1839	8.8105	22.0433
O	17.0142	6.0589	28.4097
O	19.5063	7.1312	24.5847
O	8.4599	-3.3958	26.503
O	25.9987	-0.4176	23.7176
O	10.0984	5.7183	23.4886
O	22.2122	11.4558	24.5579
O	20.9967	5.8037	22.3566
O	23.4915	11.5178	26.8883
O	0.5473	9.48	26.7486
O	27.7231	3.2036	26.4179
O	21.1791	5.2158	25.425
O	17.947	0.1468	29.0903
O	22.9505	12.2054	22.2441
O	16.1824	5.2766	25.9971
O	19.9025	3.556	21.6839
O	27.1448	-2.2532	25.3082
O	13.7703	11.4505	21.9247
O	17.0866	7.8149	20.5608
O	9.5219	-1.9493	20.4318
O	6.1988	2.4911	30.486
O	2.9874	5.9463	28.3676
O	16.6941	0.4032	26.1931
O	20.5952	8.0611	21.1998
O	15.9274	5.4476	21.0613
O	8.1788	1.0143	23.7961
O	21.3615	0.3373	24.508
O	17.0111	2.8609	25.2625
O	10.6992	8.1264	24.4927
O	12.0646	10.4171	24.9049
O	10.1921	-0.6101	24.203
O	11.8136	-2.3543	25.2693
O	13.6833	2.4345	30.3338
O	26.1463	8.1269	24.4138
O	9.2254	1.3892	21.3581
O	15.414	-0.4895	19.5746
O	23.5622	4.4999	24.3957
O	4.0137	2.0375	26.4604
O	5.6026	3.3088	28.0259
O	29.0074	9.0403	28.7769
O	20.9902	10.1632	19.6659
O	9.8657	7.7533	21.9418
O	18.4302	-0.9316	23.2767
O	15.7149	7.838	24.0743
O	23.803	7.193	24.2522
O	29.305	0.1442	19.2102
O	16.6338	-1.6269	21.5411
O	-0.0394	1.0944	24.1608
O	1.889	7.705	20.4654
O	11.4692	2.978	20.9657
O	18.7329	9.8717	21.102
O	0.5931	3.6062	23.2948
O	28.6474	-0.4651	24.0792
O	7.686	8.1589	26.7441
O	4.044	0.9894	21.1514
O	28.6415	8.2139	24.2329
O	0.2532	-1.6426	20.429
O	6.3525	-1.1879	27.9115
O	5.3087	-2.658	22.2433

Results
total energy: -202834.462 eV
total energy less fixed offsets of O -438.35, Si -107.03 eV per atom: -7.332 eV

Forces (eV/angstrom), in the order of the atoms: element, x, y, z
Si	-0.3533	0.2584	0.5506
Si	-0.0626	0.1974	0.0184
Si	-0.1626	-0.0101	0.552
Si	-0.4509	-0.1707	0.4695
Si	0.2279	-0.3024	0.5332
Si	0.2705	0.2219	0.5513
Si	0.3148	-0.1619	0.5432
Si	0.0684	0.0244	0.0918
Si	-0.0684	-0.0228	0.016
Si	-0.045	-0.0277	0.2629
Si	-0.3074	-0.0322	0.5947
Si	-0.0679	0.0309	0.1032
Si	0.1888	-0.0978	0.6049
Si	-0.0717	0.0261	0.1601
Si	0.111	-0.2174	0.0782
Si	0.4238	0.1893	0.4698
Si	-0.0268	0.0319	-0.0043
Si	0.0407	-0.0282	0.0041
Si	-0.0277	-0.0269	0.0048
Si	0.253	-0.157	0.5743
Si	-0.1824	-0.1595	0.681
Si	-0.3139	0.1032	0.5932
Si	-0.0536	-0.0113	0.0662
Si	-0.2267	-0.0562	0.7093
Si	0.0067	0.0288	0.0426
Si	-0.2857	-0.1075	0.8045
Si	0.1639	0.0453	0.6332
Si	0.0604	0.0104	0.0862
Si	-0.0617	0.0017	-0.0142
Si	0.1437	-0.0475	0.7942
Si	-0.3464	0.004	0.6834
Si	-0.3363	0.1198	0.6198
Si	-0.022	-0.0284	-0.004
Si	-0.0453	0.0213	-0.0826
Si	0.0028	0.0095	-0.0722
Si	-0.0561	-0.0416	-0.0574
Si	0.0347	-0.0184	-0.0629
Si	0.0153	0.0092	-0.1177
Si	0.0283	0.0341	-0.0905
Si	0.0237	-0.0191	-0.0897
Si	-0.027	0.0552	-0.094
Si	-0.0112	0.0161	-0.0673
Si	-0.0079	0.0086	-0.0412
Si	-0.0182	-0.0119	-0.075
Si	0.0621	0.0356	-0.0862
Si	0.0046	0.0167	-0.0819
Si	0.0134	-0.0258	-0.0725
Si	-0.0084	-0.0693	-0.0745
Si	-0.0105	0.0011	0.034
Si	0.0438	0.0078	0.0319
Si	0.0273	-0.0118	0.028
Si	0.0094	0.0154	0.0517
Si	-0.042	-0.0001	-0.0429
Si	-0.043	-0.0237	-0.0253
Si	-0.0052	0.0457	-0.0376
Si	-0.0142	0.0051	0.0009
Si	0.0139	-0.0042	0.0282
Si	-0.003	-0.0154	0.0383
Si	-0.0255	-0.0294	0.0284
Si	-0.0081	0.0085	0.0357
Si	-0.0193	0.0271	-0.0286
Si	-0.0182	0.0213	0.0104
Si	-0.0321	0.0094	-0.0054
Si	-0.0292	-0.0242	-0.0722
Si	0.0099	0.0042	-0.0119
Si	-0.0224	-0.0001	-0.011
Si	-0.0183	0.0049	-0.0284
Si	-0.0197	-0.0021	0.0026
Si	0.0201	-0.0085	0.0316
Si	-0.0038	-0.0061	0.0197
Si	0.0012	0.0135	-0.0245
Si	0.0208	0.0186	0.0375
Si	-0.0176	-0.0115	-0.0189
Si	-0.0201	0.0015	-0.0249
Si	0.0212	0.0031	-0.0208
Si	-0.0055	0.0029	-0.0176
Si	0.0328	0.0096	-0.0138
Si	0.0281	0.0317	0.0136
Si	-0.008	-0.0304	0.0455
Si	-0.0151	-0.0249	0.0297
Si	-0.0381	-0.0008	0.0225
Si	-0.0246	-0.0006	0.028
Si	-0.037	0.0017	0.0233
Si	-0.0195	0.0074	0.0166
Si	0.0138	-0.0022	0.0184
Si	0.0218	-0.0155	0.0268
Si	0.0407	0.0024	0.0258
Si	0.0226	0.0033	0.0159
Si	-0.0363	-0.0034	0.0314
Si	-0.0257	-0.0057	0.0204
Si	-0.014	0.0024	0.0246
Si	-0.0387	-0.0255	0.0232
Si	0.0289	0.0043	0.0329
Si	0.0304	0.0009	0.0274
Si	0.0146	0.0059	0.0219
Si	0.0184	0.0084	0.0135
Si	-0.0284	0.0191	-0.0101
Si	-0.0083	-0.0065	-0.0227
Si	-0.0208	0.0085	-0.0142
Si	0.0038	-0.0001	-0.0284
Si	0.0149	0.0136	-0.0111
Si	-0.0034	-0.0076	-0.0182
Si	0.0209	0.0004	-0.0033
Si	-0.0082	-0.0026	-0.0087
Si	-0.0173	-0.0037	-0.0121
Si	-0.002	0.0006	-0.0232
Si	-0.0039	-0.0175	-0.0259
Si	-0.0028	-0.014	-0.0136
Si	0.0237	0.0142	-0.0188
Si	0.0097	-0.0002	-0.0396
Si	0.0172	-0.0042	-0.0237
Si	-0.0088	0.0134	-0.0152
Si	-0.0138	-0.0038	0.0415
Si	0.0216	0.0162	0.0132
Si	0.0139	-0.0135	0.0235
Si	0.0121	-0.0033	0.0212
Si	0.0171	-0.0291	0.0345
Si	0.0109	0.0293	-0.012
Si	-0.025	-0.001	0.0153
Si	-0.0014	0.0192	0.0001
Si	0.0135	-0.0008	0.0357
Si	0.0055	0.0061	0.0021
Si	0.0001	-0.0123	0.0221
Si	0.0119	-0.0071	0.0129
Si	-0.0021	0.0078	-0.0093
Si	-0.0156	-0.0127	0.0047
Si	-0.0239	-0.0069	0.0051
Si	-0.0166	-0.0177	0.033
Si	0.0247	0.0353	-0.0082
Si	-0.0128	0.0079	-0.0418
Si	-0.0207	0.0095	-0.0124
Si	-0.0276	-0.0069	-0.0205
Si	0.0109	-0.0278	-0.0259
Si	0.0117	-0.0211	0.0381
Si	-0.0213	-0.0125	-0.025
Si	0	0.0232	0.0079
Si	-0.0239	0.0141	-0.0139
Si	0.0137	0.0065	-0.0553
Si	0.0003	-0.002	0.0033
Si	0.0371	-0.0115	-0.0221
Si	0.016	-0.0221	-0.0412
Si	-0.01	-0.0065	0.0108
Si	0.0404	0.0308	-0.0177
Si	-0.0114	-0.0142	-0.0194
Si	-0.0078	-0.0494	0.0223
Si	-0.0479	0.0177	0.0113
Si	0.0213	-0.0055	0.0097
Si	0.0057	-0.0089	0.0476
Si	0.0412	-0.0427	0.0389
Si	0.0449	0.009	0.0686
Si	-0.0037	-0.0039	0.0218
Si	0.0238	0.045	0.0242
Si	-0.0016	0.0042	0.0295
Si	-0.0278	0.0022	0.0379
Si	0.0278	-0.0062	0.0639
Si	-0.0093	0.0093	-0.0141
Si	-0.0155	-0.052	0.0573
Si	0.0765	0.0079	0.0473
Si	-0.0445	0.0229	-0.018
Si	-0.0169	0.0555	-0.005
Si	0.0541	-0.0642	-0.0084
Si	-0.0619	0.0519	0.0124
Si	-0.0563	-0.0395	0.0143
Si	0.3999	0.0747	-0.4103
Si	-0.0385	-0.0695	-0.0113
Si	-0.0122	0.0029	-0.0347
Si	-0.0113	-0.0463	-0.0403
Si	-0.441	0.1619	-0.3059
Si	0.0016	-0.0307	0.0194
Si	0.0219	-0.0039	-0.0474
Si	0.0392	0.0393	0.0115
Si	0.0497	-0.051	0.0189
Si	0.0589	-0.0558	0.0129
Si	0.0028	0.0198	-0.0302
Si	0.0544	-0.0153	0.0372
Si	-0.2177	0.1277	-0.588
Si	-0.1776	0.0954	-0.7779
Si	0.1291	-0.2502	-0.7339
Si	-0.0927	0.3387	-0.751
Si	0.131	0.0095	-0.1067
Si	-0.0547	0.1557	-0.5732
Si	-0.0011	-0.0068	0.0273
Si	0.0055	-0.0156	0.1127
Si	0.0288	-0.0328	-0.0878
Si	0.0075	0.2464	-0.6672
Si	-0.0022	-0.0119	0.0919
Si	-0.0109	-0.2377	-0.5348
Si	0.5017	-0.0043	-0.4413
Si	-0.0316	0.022	0.0236
Si	-0.131	-0.2457	-0.5097
Si	-0.0047	-0.178	-0.7713
Si	0.0231	-0.0799	-0.0785
Si	-0.045	-0.0563	-0.0304
Si	0.0845	0.0444	-0.0258
Si	0.1282	0.0004	0.1012
Si	0.018	0.0833	-0.618
Si	-0.0179	-0.0456	0.0004
Si	-0.0051	-0.0541	0.0233
Si	0.0814	-0.3893	-0.51
Si	-0.0976	-0.0855	-0.7091
Si	-0.1564	0.1244	0.077
Si	0.0584	-0.0512	-0.1468
Si	0.0687	0.0622	-0.2245
Si	0.0284	0.0439	-0.1527
Si	0.0339	-0.0151	-0.1929
Si	-0.1089	0.0786	0.0073
Si	0.1876	0.1487	-0.0672
Si	-0.0027	0.1366	0.0127
Si	-0.1568	-0.0942	-0.562
Si	0.0418	0.0074	-0.094
Si	0.0431	0.0106	-0.1654
Si	-0.0103	0.0058	-0.6792
Si	0.0083	-0.1093	-0.0133
Si	0.0989	-0.0314	-0.0433
Si	0.0892	-0.1481	-0.1966
Si	0.0719	-0.0397	0.0895
Si	0.0822	0.1179	0.0733
Si	-0.0577	0.0588	-0.2015
Si	-0.0447	0.0159	-0.0095
Si	0.0683	0.0444	-0.0059
Si	0.1335	0.0881	0.0609
Si	0.0658	-0.0236	0.14
Si	0.0734	0.0908	-0.1049
Si	-0.0155	-0.0076	0.1411
Si	0.065	-0.0503	-0.0394
Si	0.1032	0.0043	0.1429
Si	-0.0367	0.0694	-0.0093
Si	-0.0113	-0.0542	-0.0313
Si	-0.0151	-0.041	-0.0601
Si	-0.0155	0.0176	-0.1153
Si	-0.0063	0.0055	0.0284
Si	-0.1399	0.0402	-0.0304
Si	-0.0381	-0.0309	-0.0526
Si	-0.0186	0.0675	-0.0723
Si	-0.1351	0.0989	0.0318
Si	-0.0235	-0.0154	-0.0478
Si	-0.0679	-0.0578	0.031
Si	-0.0198	-0.0303	-0.0333
Si	0.0385	0.0027	0.0672
Si	-0.0178	0.0095	-0.0287
Si	-0.2058	0.0754	0.5431
Si	0.0084	0.0335	0.0999
Si	-0.072	-0.0448	0.1344
Si	-0.0309	0.0484	0.1774
Si	0.3785	-0.1787	0.5333
Si	0.2576	0.1896	0.6649
Si	0.088	-0.0214	0.228
Si	-0.0625	-0.046	0.1071
Si	-0.2614	0.0985	0.5891
Si	-0.0014	-0.0714	0.1111
Si	-0.0214	0.074	0.0785
Si	-0.3524	-0.1223	0.6143
Si	0.3324	-0.1752	0.4581
Si	0.2164	-0.0235	0.5081
Si	0.2309	0.011	0.5742
Si	0.0695	0.0192	0.0876
Si	0.0173	-0.0201	0.0329
Si	0.0033	0.0078	-0.0362
Si	0.2375	-0.027	0.693
Si	0.2806	-0.0536	0.7089
Si	-0.0368	0.0141	0.0244
Si	-0.2669	0.1228	0.6534
Si	-0.168	-0.0054	0.6633
Si	0.01	0.0072	-0.0089
Si	0.0056	0.0072	0.0457
Si	0.0739	-0.0009	0.0802
Si	0.0027	-0.0029	0.024
Si	0.1966	-0.132	0.6397
Si	-0.0029	0.0439	-0.0049
Si	-0.2736	-0.2134	0.5359
Si	-0.046	0.0607	0.0467
Si	-0.0099	-0.0139	0.0359
Si	0.016	0.0181	-0.0214
Si	-0.0359	0.0135	-0.0831
Si	-0.0061	-0.0201	-0.0912
Si	-0.0269	-0.0108	-0.0965
Si	0.0283	0.0296	-0.063
Si	-0.0023	0.0084	-0.0718
Si	0.0272	-0.0205	-0.0667
Si	-0.0115	-0.0276	-0.0297
Si	-0.0206	-0.0071	-0.035
Si	-0.0082	-0.0085	-0.0656
Si	0.0118	0.0261	-0.071
Si	-0.066	-0.0055	-0.0657
Si	0.0229	0.0153	-0.0915
Si	0.0107	-0.0084	-0.0582
Si	0.0163	-0.0132	-0.067
Si	0.0195	-0.012	-0.0021
Si	-0.0201	0.0003	0.0472
Si	0.0117	-0.0321	0.0283
Si	-0.0039	0.0154	0.025
Si	0.0133	0.0106	0.0588
Si	0.0011	0.0199	-0.0461
Si	-0.0054	0.023	-0.0079
Si	0.0374	-0.0163	-0.012
Si	0.0254	-0.0382	-0.0457
Si	-0.0032	-0.0079	0.0239
Si	-0.0048	0.0019	0.0117
Si	0.0015	0.0178	0.0209
Si	0.0168	0.016	0.034
Si	-0.0017	0.0342	-0.0434
Si	-0.0493	-0.0129	-0.0572
Si	0.015	0.0427	-0.0602
Si	0.0304	-0.0287	-0.0521
Si	0.0131	-0.0001	-0.0182
Si	0.0055	0.02	-0.0081
Si	-0.0202	-0.0038	-0.0217
Si	-0.0088	-0.0122	-0.012
Si	-0.0006	0.0077	0.0037
Si	0.0056	0.0174	0.0024
Si	0.0021	-0.0044	0.013
Si	-0.0123	-0.0227	0.0062
Si	-0.0045	-0.0065	-0.0247
Si	0.0074	0.0121	-0.0115
Si	0.0114	-0.0028	-0.022
Si	0.0135	-0.0141	-0.007
Si	0.0241	0.0063	0.0069
Si	-0.0092	0.0004	0.0179
Si	-0.0039	0.0036	0.0108
Si	0.0086	0.0025	0.0403
Si	-0.0284	-0.0048	0.0323
Si	-0.0319	-0.003	0.0212
Si	-0.0059	-0.0014	0.0373
Si	-0.013	-0.0001	0.0239
Si	0.0327	0.0016	0.0244
Si	0.0219	0.0083	0.0202
Si	0.0193	0.0019	0.0252
Si	0.0331	0.0057	0.0222
Si	-0.035	0.0078	0.0259
Si	-0.0325	-0.0073	0.0251
Si	-0.0376	0.0071	0.0222
Si	-0.0165	0.0092	0.0116
Si	0.0294	-0.0013	0.0291
Si	0.0284	-0.0017	0.0181
Si	0.0487	-0.0032	0.0241
Si	0.0288	0.0026	0.0208
Si	-0.0252	0.0103	-0.015
Si	0.0066	-0.0012	-0.0127
Si	-0.0136	0.0211	-0.009
Si	0.0143	0.0109	-0.025
Si	0.0052	0.0164	-0.0164
Si	-0.0023	-0.0192	-0.0226
Si	0.0258	0.006	-0.0124
Si	-0.0076	-0.0241	-0.0196
Si	-0.0301	0.0006	-0.0167
Si	-0.0177	-0.0049	-0.0201
Si	-0.0016	-0.001	-0.022
Si	0.0089	-0.0156	-0.0226
Si	0.0151	0.0062	-0.0143
Si	0.0088	0.0026	-0.0146
Si	0.0074	0.0063	-0.0192
Si	-0.0091	0.01	-0.0127
Si	-0.0299	-0.0017	0.0277
Si	-0.0059	-0.0022	0.0136
Si	-0.0199	-0.0076	0.0311
Si	0.0053	0.0253	0.0295
Si	0.0101	-0.0164	0.0156
Si	0.0122	0.0224	-0.0029
Si	-0.0162	-0.0154	0.0273
Si	0.0073	0.0402	0.0109
Si	0.0229	-0.0104	0.034
Si	0.0068	0.0058	0.0005
Si	-0.0073	-0.0112	0.0284
Si	0.0177	0.0006	0.0098
Si	-0.004	-0.0114	-0.0172
Si	0.0066	-0.0238	0.0063
Si	-0.0237	0.0057	-0.0167
Si	-0.001	-0.0123	-0.0151
Si	0.0054	0.0448	-0.0218
Si	0.0153	-0.0043	-0.027
Si	0.0059	0.0103	-0.0049
Si	-0.0122	0.0006	-0.001
Si	-0.0067	-0.0171	-0.0217
Si	0.0247	-0.0409	0.015
Si	-0.0146	-0.0189	-0.0233
Si	0.0031	0.0321	0.0299
Si	-0.0427	0.0065	0.0009
Si	0.0007	0.0019	-0.0366
Si	0.014	-0.0147	-0.0086
Si	0.0072	0.003	-0.0347
Si	0.0237	-0.0488	-0.0207
Si	0.0118	0.0008	0.0236
Si	-0.0007	0.0147	0.0173
Si	0.0257	0.0231	-0.0288
Si	-0.0059	-0.0687	-0.0018
Si	-0.0579	0.0257	0.027
Si	0.0074	-0.0384	0.0377
Si	-0.005	-0.047	0.0543
Si	0.0474	-0.0107	0.0325
Si	0.0047	-0.0093	0.0236
Si	-0.0113	-0.0244	-0.0021
Si	-0.003	0.0481	0.0376
Si	-0.0186	-0.0263	0.0462
Si	-0.0352	0.0065	0.0389
Si	0.0149	0.0284	-0.0097
Si	-0.0003	0.0301	-0.0005
Si	-0.0492	-0.0221	0.0794
Si	0.0573	-0.02	0.0493
Si	-0.0108	0.0089	-0.0068
Si	-0.0055	0.0233	-0.017
Si	-0.3998	-0.1238	-0.4129
Si	0.402	0.1365	-0.4677
Si	-0.0283	-0.0659	0.0017
Si	0.3842	0.0477	-0.3126
Si	0.0154	-0.0885	-0.0123
Si	-0.0173	0.0693	-0.0164
Si	0.0171	-0.0695	-0.0174
Si	-0.3984	0.109	-0.3109
Si	0.0406	-0.0158	-0.0143
Si	0.0425	0.0547	-0.0015
Si	0.0222	-0.0301	0.0199
Si	0.2489	0.0436	-0.5901
Si	0.022	-0.0456	0.0024
Si	-0.0433	0.0084	-0.0228
Si	-0.0019	0.0077	0.0472
Si	-0.1279	0.1251	-0.6508
Si	-0.0693	0.0897	-0.676
Si	-0.3853	-0.0255	-0.439
Si	-0.0885	0.2171	-0.7253
Si	0.0087	-0.1297	-0.0846
Si	0.4491	0.4907	-0.3361
Si	0.0698	-0.0722	0.0468
Si	-0.0025	0.0029	0.0658
Si	0.0645	0.0125	-0.1093
Si	-0.0862	0.3129	-0.6262
Si	0.0093	-0.3949	-0.6149
Si	-0.0154	0.3836	-0.6431
Si	0.0047	-0.1215	-0.038
Si	0.0249	0.0408	0.0001
Si	-0.0441	-0.2297	-0.5342
Si	0.1635	-0.1777	-0.7261
Si	0.1039	-0.0324	-0.0254
Si	-0.0444	-0.1577	0.0176
Si	0.2044	0.0876	0.0535
Si	0.0675	-0.0703	0.0368
Si	-0.0194	0.0922	-0.6199
Si	-0.0078	0.0057	-0.022
Si	0.0058	0.0092	-0.053
Si	0.1307	-0.5429	-0.3296
Si	0.0507	-0.0416	-0.1061
Si	0.0829	0.0075	0.0391
Si	0.0593	-0.0712	0.0414
Si	0.0396	0.0524	-0.1755
Si	-0.0768	-0.048	0.0114
Si	0.0621	-0.0257	0.0017
Si	-0.1914	-0.0404	0.0927
Si	0.0479	0.0081	-0.1137
Si	-0.0131	0.0918	-0.0867
Si	0.1516	-0.1275	-0.5949
Si	0.0635	-0.0008	0.0567
Si	-0.0226	-0.043	-0.1754
Si	-0.2126	0.0081	-0.5836
Si	0.062	0.1023	0.009
Si	0.1371	0.0383	0.03
Si	0.0331	-0.1048	-0.1347
Si	0.0545	0.0336	0.1499
Si	-0.0162	-0.0168	0.0235
Si	-0.1376	0.1029	-0.1403
Si	0.0379	0.0102	-0.0092
Si	0.005	-0.0538	0.0341
Si	0.0059	0.0938	0.0313
Si	0.0712	-0.0166	0.1658
Si	-0.0306	0.0631	0.0073
Si	-0.0464	-0.0498	0.1438
Si	0.1695	-0.1159	-0.0421
Si	-0.0693	-0.1168	0.1572
Si	-0.0055	0.0935	-0.0612
Si	-0.0646	0.0483	0.0101
Si	0.0489	0.1035	0.0067
Si	0.0005	-0.0438	0.0692
Si	0.0722	-0.0659	0.1311
Si	-0.1084	-0.0632	-0.008
Si	0.019	0.0092	-0.1131
Si	-0.0535	0.0062	-0.0389
Si	-0.0627	0.0802	0.1392
Si	0.0758	0.1121	0.1007
Si	0.044	-0.0018	0.0777
Si	-0.0475	-0.0083	-0.0883
Si	0.056	-0.0484	0.0609
Si	0.0234	-0.1113	0.0406
Si	0.0092	0.0087	-0.0075
Si	0.003	-0.0046	-0.0117
Si	0.0141	0.0004	-0.0071
Si	0.0228	-0.0039	-0.0091
Si	-0.0191	0.0107	-0.012
Si	-0.0126	-0.007	-0.0133
Si	-0.017	0.0042	-0.0155
Si	-0.0183	-0.0009	-0.0122
Si	0.0133	0.0055	-0.0127
Si	0.0156	-0.0055	-0.0089
Si	0.0146	0.0013	-0.0123
Si	0.0037	-0.0033	-0.0098
Si	-0.0199	0.0034	-0.012
Si	-0.0004	0.0009	-0.0106
Si	-0.0017	-0.0038	-0.0131
Si	-0.0098	-0.0089	-0.013
Si	0.02	0.0135	-0.0032
Si	0.0312	-0.0077	-0.0046
Si	0.0056	0.0057	-0.0084
Si	0.0056	-0.0091	-0.011
Si	-0.0234	0.0046	-0.0085
Si	-0.0248	-0.0116	-0.0054
Si	-0.0107	0.0053	-0.012
Si	-0.0052	0.0033	-0.0166
Si	0.0094	-0.0045	-0.0086
Si	-0.0003	0.0024	-0.0061
Si	0.0112	0.0064	-0.0083
Si	0.0071	-0.0117	-0.0031
Si	0.0032	0.0044	-0.0051
Si	-0.0135	-0.0134	-0.0052
Si	-0.0118	-0.0001	-0.0046
Si	-0.0068	0.0041	-0.0095
Si	0.0012	-0.0016	0.005
Si	-0.0008	0.0073	0.0008
Si	-0.0007	-0.0041	0.0029
Si	-0.0003	0.007	0.0073
Si	-0.0024	-0.0008	0.0153
Si	-0.0036	0.004	0.0239
Si	-0.0031	-0.0074	0.0208
Si	0.0035	-0.0093	0.016
Si	-0.0005	-0.0141	0.0016
Si	-0.0021	0.001	0
Si	-0.0021	-0.0072	0.001
Si	-0.0058	0.0014	0.0015
Si	0.0054	-0.0042	0.02
Si	-0.0044	0.0179	0.017
Si	-0.002	-0.0049	0.0146
Si	0.003	-0.0017	0.0192
Si	0.0006	0.0057	0.0116
Si	-0.0015	0.0051	0.0095
Si	0.003	-0.0128	0.0075
Si	-0.0008	0.0117	0.0065
Si	0.0018	0.0053	0.0187
Si	0.0055	0.0078	0.0208
Si	-0.0024	-0.0016	0.022
Si	0.0062	0.0003	0.0203
Si	0.0034	-0.0045	-0.0011
Si	0.0034	0.0082	-0.0009
Si	0.0026	-0.0038	0.0049
Si	0.0009	-0.0035	0.0048
Si	-0.0035	-0.0033	0.0161
Si	0.0029	0.0035	0.0216
Si	-0.0009	0.0027	0.0295
Si	-0.0014	-0.0005	0.0231
Si	-0.0029	0.0015	-0.017
Si	0.0018	-0.0053	-0.0184
Si	0.003	0.0038	-0.0205
Si	-0.0006	0.0019	-0.0163
Si	-0.0074	0.0038	-0.0074
Si	0.0007	-0.0061	-0.0039
Si	0.0061	-0.0016	-0.0066
Si	-0.0028	0.0005	-0.0112
Si	-0.0005	0.0008	-0.0196
Si	0.0033	0.0001	-0.0105
Si	0.0021	-0.0027	-0.0134
Si	0.0011	0.0006	-0.0133
Si	0.008	-0.0007	-0.0134
Si	0.0097	-0.0045	-0.0076
Si	-0.0063	0.0001	-0.0102
Si	-0.0084	0.0019	-0.0143
Si	0.0054	0.0022	-0.0157
Si	0.0009	-0.0044	-0.0174
Si	-0.0017	0.0034	-0.0244
Si	0.0067	-0.001	-0.0209
Si	-0.0178	0.002	-0.0081
Si	-0.0042	-0.0034	-0.0077
Si	-0.0002	0.0001	-0.009
Si	-0.0034	-0.0004	-0.0138
Si	-0.0027	0.0009	-0.0193
Si	-0.0045	0.0011	-0.0168
Si	-0.0013	-0.002	-0.0157
Si	0.0002	0.0018	-0.0184
Si	0.0001	0.0035	-0.0099
Si	0.0064	0.0009	-0.0093
Si	0.0035	-0.0007	-0.0071
Si	0.0031	0.0055	-0.0119
Si	-0.0051	0.0028	0.015
Si	-0.0049	0.0016	0.013
Si	-0.0019	-0.0032	0.0173
Si	-0.0044	-0.0007	0.0161
Si	0.0037	-0.0022	0.0137
Si	0.0019	0.0001	0.0129
Si	-0.0034	-0.0036	0.0156
Si	0.0005	0.0044	0.0144
Si	-0.006	0.0002	0.012
Si	-0.0144	0.0028	0.0092
Si	-0.0077	-0.0036	0.0158
Si	-0.0079	-0.0057	0.0146
Si	0.0033	-0.0013	0.0091
Si	0.0109	-0.0001	0.0089
Si	0.0087	-0.003	0.018
Si	0.0124	-0.0053	0.0149
Si	0.0007	0.0034	0.0133
Si	-0.0071	0.0016	0.0156
Si	0.0003	-0.0029	0.0145
Si	-0.0028	0.004	0.0151
Si	0.001	-0.0001	0.019
Si	-0.0006	-0.0004	0.0187
Si	0.0028	-0.0026	0.0197
Si	0.0052	0.0102	0.0174
Si	-0.003	0.0014	0.0101
Si	-0.0096	0.0022	0.0131
Si	-0.0013	-0.0006	0.0196
Si	-0.0061	-0.0001	0.0149
Si	0.0077	-0.0002	0.0129
Si	0.0089	0.0001	0.0118
Si	0.006	0.0015	0.0174
Si	0.0144	-0.0027	0.0148
Si	0.0077	0.0022	-0.0174
Si	0.0111	0.0059	-0.015
Si	0.0072	0.0014	-0.0161
Si	0.0093	0.0073	-0.0157
Si	-0.0101	0.0004	-0.0147
Si	-0.0107	0.0008	-0.0109
Si	-0.003	-0.0053	-0.0099
Si	-0.0017	0.0045	-0.0143
Si	0.0091	-0.0066	-0.016
Si	0.011	-0.0012	-0.0136
Si	0.0192	-0.013	-0.01
Si	0.0111	-0.0001	-0.0129
Si	-0.0097	-0.0037	-0.0174
Si	-0.0066	0.004	-0.0163
Si	-0.015	-0.0109	-0.009
Si	-0.0142	0.0049	-0.0131
Si	0.0093	0.0039	-0.017
Si	0.0094	0.0043	-0.0145
Si	0.0063	-0.0005	-0.0181
Si	0.003	0.0047	-0.0183
Si	-0.0071	-0.0001	-0.0155
Si	-0.0098	0.0018	-0.013
Si	-0.007	-0.0059	-0.0127
Si	-0.0062	0.0045	-0.0158
Si	0.0094	-0.0077	-0.0179
Si	0.0057	0.0033	-0.014
Si	0.0108	-0.0075	-0.0119
Si	0.0082	0.0011	-0.0153
Si	-0.0177	0.0021	-0.0174
Si	-0.0089	0.0056	-0.0178
Si	-0.0094	-0.0073	-0.0138
Si	-0.0123	0.0064	-0.0155
Si	0.0015	-0.0011	0.0134
Si	-0.0069	0.0007	0.0178
Si	-0.0101	-0.0044	0.0179
Si	-0.0032	-0.003	0.0189
Si	-0.0032	0.0025	0.0116
Si	0.0026	0.0001	0.0111
Si	-0.0102	0.008	0.0115
Si	-0.0031	-0.0098	0.0108
Si	0.0021	0.0028	0.0191
Si	0.001	0.0008	0.0125
Si	-0.0041	0.0084	0.0172
Si	0.0015	-0.0077	0.0193
Si	0.0002	0.0009	0.0129
Si	-0.0029	-0.0007	0.01
Si	0.0178	0.001	0.0106
Si	0.004	-0.01	0.0176
Si	0.003	0.0026	0.016
Si	-0.0081	-0.0014	0.0155
Si	-0.0137	-0.0028	0.0183
Si	0.0024	-0.0002	0.0219
Si	-0.0041	0.0065	0.0131
Si	0.0003	-0.0003	0.0135
Si	-0.0076	0.0067	0.0186
Si	0.0113	-0.0026	0.0175
Si	0.0028	0.0042	0.0185
Si	0.0008	-0.0059	0.0143
Si	-0.0014	0.0056	0.0231
Si	0.0082	-0.0035	0.0191
Si	0.0071	0.0012	0.0137
Si	-0.0021	0.0003	0.0098
Si	0.016	0.0046	0.0127
Si	0.0015	-0.0106	0.0144
Si	0.0034	0.0025	-0.0129
Si	0.0058	0.0024	-0.0077
Si	0.003	0.0028	-0.0059
Si	-0.0032	0.0159	-0.0126
Si	0.0009	-0.0021	-0.0223
Si	0.0007	-0.0075	-0.0184
Si	0.0084	-0.0048	-0.015
Si	0.002	-0.0081	-0.0172
Si	-0.0024	-0.0047	-0.0146
Si	0.0034	-0.0116	-0.008
Si	0.0014	-0.0178	-0.0167
Si	0.0015	-0.0049	-0.0139
Si	0.0076	0.013	-0.0205
Si	-0.0064	0.0032	-0.0195
Si	-0.0065	0.0004	-0.0171
Si	0.0001	0.011	-0.0174
Si	0.0002	0.0048	-0.0167
Si	0.0063	0.0019	-0.01
Si	0.0028	0.0036	-0.009
Si	-0.0042	0.0137	-0.0082
Si	0.0019	-0.0078	-0.0215
Si	-0.0054	-0.0069	-0.0173
Si	0.0036	-0.0099	-0.0193
Si	-0.002	-0.0079	-0.0183
Si	-0.0028	-0.0019	-0.0181
Si	0.0006	-0.0024	-0.0074
Si	-0.0036	-0.0054	-0.0133
Si	-0.0056	0.0055	-0.014
Si	-0.007	0.0182	-0.0216
Si	-0.002	0.0041	-0.0268
Si	-0.0078	-0.0058	-0.0245
Si	0.0041	0.0056	-0.014
Si	0.006	-0.0159	0.0249
Si	-0.002	0.0034	0.0193
Si	0.002	0.0065	0.0167
Si	-0.0027	0.0032	0.0146
Si	0	-0.0014	0.0156
Si	-0.0079	-0.0013	0.0149
Si	-0.0043	0.0035	0.0145
Si	0.0043	0.0021	0.0139
Si	0.0156	-0.0064	0.011
Si	0.0127	0.0023	0.0176
Si	0.0105	0.0076	-0.0011
Si	-0.0053	-0.0017	0.0097
Si	-0.0208	-0.0043	0.0141
Si	0.005	0.0028	0.0093
Si	-0.0252	-0.0053	0.0076
Si	-0.0012	-0.0046	0.0162
Si	-0.0015	-0.0044	0.0189
Si	-0.0059	-0.0004	0.0165
Si	-0.0006	-0.0058	0.021
Si	-0.0038	-0.0012	0.0233
Si	-0.0048	0.0086	0.0149
Si	-0.0105	-0.0083	0.0139
Si	-0.0083	0.0018	0.0216
Si	0.0114	0.0074	0.0185
Si	0.0158	-0.0028	0.0153
Si	0.0138	-0.0044	0.0257
Si	0.0252	0.0104	0.0125
Si	0.0078	0.0048	0.0127
Si	-0.0163	-0.0019	0.007
Si	0.0011	-0.0042	0.0201
Si	-0.0059	0.0091	0.0071
Si	-0.0045	-0.0033	0.0145
O	-0.099	0.2934	0.2191
O	0.5167	-0.311	0.1408
O	-0.0793	-0.1889	-0.0185
O	0.1493	-0.134	-0.3671
O	0.0767	0.1247	0.2304
O	-0.1557	-0.3404	0.3975
O	0.2248	0.5505	-0.1152
O	-0.1603	0.0362	-0.2923
O	-0.113	0.1239	0.334
O	-0.0776	0.0405	-0.5711
O	0.1912	-0.4824	-0.0877
O	0.0745	0.1708	0.2185
O	-0.307	-0.0092	-0.4681
O	-0.0568	0.424	0.2962
O	-0.21	0.4165	-0.116
O	0.1168	-0.2814	-0.5669
O	0.106	0.0336	0.28
O	-0.4232	-0.3557	-0.2075
O	-0.104	-0.1963	-0.0044
O	0.2849	0.098	0.2336
O	-0.2042	-0.753	-0.1707
O	0.4545	-0.1235	0.136
O	-0.5306	-0.2875	-0.1698
O	-0.1733	-0.1535	-0.2095
O	0.4746	-0.3153	-0.453
O	-0.1481	-0.3465	0.0534
O	-0.3232	-0.2991	-0.0025
O	-0.3213	0.2744	-0.5394
O	0.2383	-0.1069	-0.4016
O	-0.4907	0.0812	-0.0152
O	-0.3921	-0.4507	-0.1662
O	0.3858	-0.0141	-0.0052
O	-0.1845	-0.7493	-0.2077
O	-0.2698	-0.1173	-0.3478
O	0.4834	0.3198	0.1326
O	-0.296	-0.3144	0.1113
O	-0.1116	0.268	-0.0461
O	-0.3482	-0.4776	-0.2912
O	-0.3459	0.1631	0.1375
O	-0.4524	-0.1153	0.4035
O	0.1225	0.2226	-0.4055
O	0.3102	0.2229	-0.359
O	-0.5469	0.0183	0.2048
O	-0.3505	-0.235	0.1329
O	0.3243	-0.2585	-0.2665
O	0.1715	0.5561	-0.142
O	0.5061	-0.1045	0.0554
O	-0.2578	-0.0614	0.3994
O	-0.3579	-0.5797	0.1854
O	-0.0201	0.1982	0.21
O	-0.2025	0.0148	0.3831
O	0.157	0.1582	0.3664
O	0.5934	0.1422	-0.2352
O	0.0221	0.3893	0.1377
O	0.2303	0.0743	-0.554
O	-0.2318	-0.0188	-0.299
O	0.191	0.4708	0.0743
O	0.1314	0.1935	0.1322
O	0.2771	0.3668	-0.0139
O	-0.1797	-0.4088	0.3116
O	0.0381	0.3941	-0.3494
O	0.072	-0.3275	0.4309
O	-0.5557	0.1773	-0.0419
O	0.2378	0.3197	-0.1465
O	-0.3751	0.4477	0.1534
O	-0.1854	0.2684	0.3164
O	0.114	0.031	0.5561
O	0.1325	0.186	-0.5565
O	0.269	-0.016	-0.3528
O	-0.0097	-0.4627	0.1492
O	0.0998	-0.4455	-0.1354
O	0.2482	0.4207	0.281
O	-0.0311	0.0033	0.1644
O	0.0843	0.047	0.1421
O	0.119	0.2804	0.1879
O	-0.014	-0.1585	0.2881
O	-0.6619	-0.0155	-0.1501
O	-0.3793	-0.3293	-0.3572
O	0.3118	-0.3313	-0.1022
O	-0.2568	0.0798	0.3804
O	-0.3413	0.0784	0.2142
O	0.2734	-0.308	0.1335
O	0.507	-0.2237	-0.3827
O	-0.1912	0.1127	0.0068
O	-0.1382	-0.1272	-0.34
O	-0.4731	-0.1061	-0.3479
O	0.2937	-0.2841	0.1023
O	-0.3693	-0.1037	0.1568
O	-0.58	-0.2123	0.4635
O	-0.3005	0.0152	0.1892
O	0.011	0.0484	0.6299
O	0.1299	0.2311	-0.0865
O	-0.0748	-0.0364	-0.5805
O	0.3189	0.0755	0.458
O	-0.0306	-0.0637	0.3422
O	-0.1811	0.4023	-0.3976
O	0.0517	-0.5423	0.404
O	0.2232	-0.4822	0.0972
O	0.1181	-0.2808	-0.1638
O	0.0849	-0.0034	-0.4522
O	0.075	-0.2022	-0.1176
O	-0.0676	0.2935	0.3556
O	-0.0059	0.0577	-0.4324
O	-0.5203	0.1364	-0.3855
O	0.435	0.2666	-0.1722
O	0.4487	-0.1054	-0.1442
O	0.3803	-0.1568	-0.0341
O	0.0322	-0.2826	-0.3287
O	-0.0691	-0.3311	-0.4142
O	0.3901	0.4397	0.038
O	0.2087	-0.5164	0.3158
O	0.2386	-0.1058	-0.2425
O	0.0156	0.3586	-0.3258
O	-0.1983	-0.0537	0.5642
O	0.0415	-0.1794	0.1107
O	-0.2199	-0.1474	0.1345
O	-0.0969	-0.2921	0.0924
O	0.2056	0.2281	-0.1192
O	-0.4056	-0.1517	0.5351
O	-0.0245	-0.3633	0.0171
O	-0.0713	0.3133	-0.1985
O	0.0551	0.481	-0.4042
O	-0.0158	0.0701	-0.1071
O	-0.0126	0.2381	-0.006
O	0.2028	-0.3244	-0.1785
O	0.4969	-0.3735	0.1214
O	-0.0199	0.4148	-0.0078
O	0.1085	0.3903	0.2333
O	0.0574	0.1474	0.1513
O	-0.2666	-0.429	-0.3336
O	-0.0826	0.1378	-0.2638
O	-0.0639	0.1468	0.0252
O	-0.1151	-0.4301	0.3409
O	-0.1122	0.3283	-0.2223
O	0.034	-0.2521	0.1388
O	0.0083	-0.1456	0.1131
O	-0.2676	-0.2676	-0.1108
O	0.1464	-0.3714	-0.0443
O	0.1626	-0.1618	0.388
O	0.2995	0.2132	0.0606
O	0.0746	-0.5001	-0.0393
O	-0.5166	-0.0964	-0.5131
O	-0.1693	-0.0664	0.0491
O	-0.1195	-0.4148	0.4742
O	-0.2518	0.0448	0.056
O	-0.0005	-0.0151	-0.2638
O	-0.4916	0.1928	-0.2411
O	0.5166	0.1685	-0.0803
O	0.0984	0.2582	-0.2122
O	-0.1781	0.5523	0.1765
O	0.0442	-0.0297	-0.3756
O	-0.3393	-0.033	0.5263
O	0.6096	-0.1413	-0.0745
O	-0.3102	0.0141	0.0933
O	-0.007	-0.1765	-0.2156
O	0.5639	0.4685	-0.0023
O	-0.4563	-0.2102	-0.2776
O	0.5036	0.3249	0.012
O	0.1165	0.3026	-0.0808
O	-0.6282	0.4022	0.1248
O	0.2161	0.113	-0.3231
O	0.085	-0.0326	0.0363
O	-0.3202	0.2526	-0.4833
O	0.2155	-0.2201	0.0083
O	0.332	0.1352	-0.2326
O	0.2302	0.1144	-0.1881
O	0.5122	-0.1074	0.3632
O	0.3548	0.1763	-0.2561
O	0.4182	0.1147	0.0954
O	-0.4343	-0.2207	0.0333
O	0.2275	-0.2484	-0.2911
O	-0.2527	0.2693	-0.1418
O	0.1066	0.0642	0.4129
O	-0.2619	0.3082	0.0115
O	0.2562	0.3405	0.1539
O	0.1312	0.2475	0.2857
O	-0.4501	-0.0648	0.1507
O	0.4075	-0.2983	0.1488
O	0.1613	0.3385	-0.0784
O	-0.0723	-0.1379	-0.3725
O	-0.3649	-0.3361	0.3186
O	-0.0805	-0.1121	-0.2445
O	0.1691	0.4881	0.4225
O	-0.2295	-0.1433	0.2479
O	-0.2628	0.2643	0.5603
O	0.0188	0.0466	-0.5029
O	0.0812	-0.098	0.4577
O	-0.2166	0.2851	0.2268
O	-0.313	-0.0586	-0.0738
O	-0.6038	0.1088	-0.1241
O	0.4109	-0.4316	-0.222
O	0.3346	-0.5792	0.3893
O	0.2562	0.1343	-0.3833
O	0.2966	0.3739	0.1921
O	-0.2843	-0.1963	0.4489
O	-0.1371	0.1807	-0.1615
O	-0.4315	-0.0727	0.2082
O	0.0983	0.056	-0.518
O	0.177	-0.0053	-0.2498
O	-0.0983	-0.1817	0.119
O	-0.312	-0.1185	0.3757
O	-0.3529	-0.1786	-0.3273
O	0.5897	-0.0969	0.0886
O	-0.1546	0.3094	-0.0654
O	0.2777	-0.325	0.3295
O	-0.2712	0.3327	-0.3651
O	0.4798	-0.4248	-0.2796
O	-0.1916	0.2186	0.0619
O	-0.0962	0.4752	-0.346
O	-0.1788	-0.2083	0.1694
O	-0.0433	0.1888	0.1157
O	-0.5034	0.1281	0.05
O	0.3785	0.3986	-0.4925
O	-0.4299	-0.5588	0.0923
O	-0.0498	-0.1812	-0.5512
O	-0.2164	-0.0053	-0.4461
O	0.0546	0.1171	-0.0256
O	-0.1041	-0.2709	-0.6713
O	0.1977	-0.085	0.2323
O	-0.1745	0.54	0.0558
O	0.37	-0.1782	0.337
O	0.1534	0.215	0.2576
O	-0.0777	0.0746	0.3841
O	-0.3426	-0.057	-0.2279
O	-0.018	-0.3021	-0.2557
O	-0.3916	-0.2564	-0.0767
O	-0.3641	0.0974	-0.5035
O	-0.5231	0.4264	0.1602
O	0.0348	0.1379	-0.0193
O	0.5735	-0.1486	0.0674
O	-0.4722	-0.2	0.2445
O	0.5149	0.0364	0.4318
O	-0.5498	0.3058	0.3545
O	-0.1635	0.2154	0.3002
O	0.391	0.6971	-0.2616
O	0.1602	0.3266	0.013
O	-0.1365	-0.0955	-0.1253
O	0.2722	-0.4624	0.1563
O	-0.5176	0.0269	0.0177
O	-0.3772	-0.0925	-0.2942
O	-0.0987	0.0411	0.5141
O	0.3887	0.2409	0.5228
O	0.0509	-0.1844	0.2457
O	0.1085	0.5975	0.0493
O	-0.0149	-0.4323	-0.4714
O	0.1992	-0.4061	0.0144
O	0.1341	-0.2588	0.3324
O	-0.449	-0.0923	0.0269
O	-0.1483	-0.2823	-0.1485
O	-0.2517	0.5224	0.1405
O	-0.0416	-0.4829	-0.3408
O	0.3894	0.0816	-0.4005
O	-0.2515	-0.0305	-0.0065
O	0.1281	0.2596	-0.5709
O	0.0423	0.3096	-0.1383
O	0.3928	0.5442	0.2466
O	0.1423	-0.3088	-0.3992
O	-0.2454	0.0511	-0.1278
O	0.0998	-0.4824	-0.2793
O	0.1505	0.3331	-0.1736
O	-0.0213	0.397	-0.3259
O	-0.1502	0.0386	0.199
O	0.3768	0.5634	-0.1532
O	0.1795	0.0609	0.1076
O	0.1698	0.3454	-0.1016
O	0.1823	0.4937	-0.0844
O	0.1575	0.0817	-0.0103
O	0.5175	-0.3645	-0.3878
O	-0.2613	-0.3283	-0.0635
O	-0.0905	-0.2051	0.2767
O	-0.2935	-0.7214	0.0893
O	-0.0218	-0.0995	-0.2241
O	-0.1044	0.1007	0.286
O	0.0609	-0.3479	0.399
O	-0.0926	0.2795	0.162
O	0.1238	0.0579	0.1806
O	-0.0281	0.1358	-0.5448
O	0.4424	-0.3771	0.2201
O	0.2442	-0.6769	0.3401
O	-0.2126	0.0879	-0.2145
O	-0.0209	-0.3111	0.3112
O	0.4191	-0.0302	0.182
O	0.1341	0.2454	-0.0835
